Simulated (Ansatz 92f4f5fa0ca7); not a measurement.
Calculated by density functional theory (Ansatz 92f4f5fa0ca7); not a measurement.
Periodic cell of 224 atoms, Si133O89H1N1, from a study of silicon, its oxide and their interface. The atomic structure is a simulated model.
Doubt: the cutoff is far below the 930 eV that the study's wrapper takes by default for these files, so forces and energies are approximate.
This geometry differs little from another in the collection (a relaxation step or a small displacement).

Settings
functional: PBE
potential files: Ansatz PAW
basis: plane waves
wave-function cutoff: 580 eV
density cutoff ratio: 5
exchange-correlation grid ratio: 1
k mesh: 1 x 1 x 1, Gamma-centred
self-consistency stop: 5e-08 eV per atom in the density residual
occupations: fixed
spin: none
net charge: 0

Cell vectors (angstrom)
a	10.938	0	0
b	0	10.938	0
c	0	0	32.3239

Atoms: element, x, y, z (angstrom)
Si	0.4628	-0.5581	24.763
Si	5.5583	-0.2838	24.9138
Si	2.5735	2.9439	24.9325
Si	8.0567	2.9537	24.6712
Si	0.3449	5.2243	24.829
Si	4.8446	6.0184	24.8199
Si	2.7105	8.2295	25.3071
Si	7.9441	8.5526	24.7076
Si	1.3721	1.2706	26.0849
Si	6.7819	1.4421	26.0296
Si	4.0656	4.2187	26.2012
Si	9.5603	4.1251	26.0788
Si	1.2753	6.7746	26.3461
Si	6.7715	6.889	25.9979
Si	4.1677	9.5925	26.4548
Si	9.5812	9.5738	26.088
Si	2.7162	0.0524	27.5996
Si	8.1992	0.0615	27.4571
Si	-0.0168	2.6991	27.4699
Si	5.4566	2.7755	27.4991
Si	2.7111	5.4683	27.6335
Si	8.1705	5.5047	27.4476
Si	-0.0846	8.222	27.5705
Si	5.5431	8.1464	27.6068
Si	4.1018	1.3673	28.9056
Si	9.5708	1.3673	28.9056
Si	1.3673	4.1018	28.9056
Si	6.8362	4.1018	28.9056
Si	4.1018	6.8362	28.9056
Si	9.5708	6.8362	28.9056
Si	1.3673	9.5708	28.9056
Si	6.8362	9.5708	28.9056
Si	0	0	30.2729
Si	5.469	0	30.2729
Si	2.7345	2.7345	30.2729
Si	8.2035	2.7345	30.2729
Si	0	5.469	30.2729
Si	5.469	5.469	30.2729
Si	2.7345	8.2035	30.2729
Si	8.2035	8.2035	30.2729
Si	1.3673	1.3673	31.6401
Si	6.8362	1.3673	31.6401
Si	4.1018	4.1018	31.6401
Si	9.5708	4.1018	31.6401
Si	1.3673	6.8362	31.6401
Si	6.8362	6.8362	31.6401
Si	4.1018	9.5708	31.6401
Si	9.5708	9.5708	31.6401
Si	2.7345	0	0.6835
Si	8.2035	0	0.6835
Si	0	2.7345	0.6835
Si	5.469	2.7345	0.6835
Si	2.7345	5.469	0.6835
Si	8.2035	5.469	0.6835
Si	0	8.2035	0.6835
Si	5.469	8.2035	0.6835
Si	4.1018	1.3673	2.0507
Si	9.5708	1.3673	2.0507
Si	1.3673	4.1018	2.0507
Si	6.8362	4.1018	2.0507
Si	4.1018	6.8362	2.0507
Si	9.5708	6.8362	2.0507
Si	1.3673	9.5708	2.0507
Si	6.8362	9.5708	2.0507
Si	0	0	3.418
Si	5.469	0	3.418
Si	2.7345	2.7345	3.418
Si	8.2035	2.7345	3.418
Si	0	5.469	3.418
Si	5.469	5.469	3.418
Si	2.7345	8.2035	3.418
Si	8.2035	8.2035	3.418
Si	1.3066	1.4221	4.722
Si	6.897	1.3428	4.8711
Si	4.1923	4.0286	4.7217
Si	9.5513	4.0963	4.8538
Si	1.3381	6.8607	4.7945
Si	6.8451	6.8013	4.7524
Si	4.1139	9.575	4.7379
Si	9.6408	9.525	4.8395
Si	2.8244	0.1725	5.9536
Si	8.2428	-0.1102	6.2605
Si	-0.0657	2.6465	6.2276
Si	5.6056	2.8286	6.2418
Si	2.7155	5.3538	5.925
Si	8.2435	5.5605	6.2328
Si	0.1679	8.2791	6.3442
Si	5.3905	8.105	6.0531
Si	3.8665	1.7549	7.357
Si	9.9698	0.8845	7.601
Si	1.5833	3.8884	7.3327
Si	6.6136	4.517	7.6368
Si	4.1619	6.5005	7.3026
Si	9.3453	7.1879	7.595
Si	1.6186	9.9233	7.5108
Si	6.8855	9.2256	7.4263
O	10.9769	5.8798	23.3448
O	4.5255	0.0296	23.6651
O	8.0647	8.1862	8.0188
O	2.7273	2.8297	7.8864
O	7.1461	4.0517	23.8317
O	1.675	9.2617	24.5055
O	5.3644	5.5536	7.9121
O	0.3415	-0.0585	8.0342
O	7.0644	4.1748	9.1999
O	5.7869	9.7468	8.5588
O	9.9433	6.4833	8.9749
N	2.8965	9.5512	8.7479
O	4.3572	1.0042	8.7344
O	1.0185	4.7259	8.6278
O	9.2706	1.2716	9.0399
O	3.1993	6.8618	8.5907
O	7.3836	6.2089	22.2064
O	8.8715	2.1281	23.4956
O	5.0869	5.4916	23.2821
O	3.3139	2.4001	23.5589
O	10.9086	-0.2592	23.2132
O	3.7313	7.2081	24.4771
O	1.4358	4.0418	24.4744
O	6.7473	9.6498	24.3396
Si	14.6198	1.0518	22.7252
Si	-1.2977	2.5704	22.1256
Si	0.705	11.5212	22.0133
Si	11.5691	0.705	14.911
Si	5.7048	-0.7012	11.8919
Si	11.6192	15.6917	12.5857
Si	9.3408	1.4927	10.6554
Si	5.2537	4.0085	19.9464
Si	9.7764	7.9871	13.442
Si	10.3743	-3.0053	16.395
Si	10.7872	5.2304	9.6171
Si	-0.3058	5.431	21.8068
Si	8.4905	-1.3098	11.4364
Si	8.7525	4.9906	13.1437
Si	7.1976	3.4799	15.5248
Si	12.2306	5.9961	15.3126
Si	5.6639	5.6228	17.2816
Si	4.3949	10.381	9.1831
Si	13.3864	1.4179	18.6499
Si	9.6498	0.7359	19.8094
Si	-1.1444	2.2167	16.9253
Si	12.5963	9.8353	17.1499
Si	5.1446	1.085	20
Si	3.5495	7.6968	16.3738
Si	12.9966	4.0826	19.9784
Si	-3.6228	9.6382	19.7148
Si	8.3893	7.4192	21.8385
Si	2.5051	2.3568	13.3347
Si	5.6007	-1.4891	14.7762
Si	2.6836	8.0419	9.5802
Si	-3.589	-2.6803	16.9628
Si	0.7764	11.5365	11.9639
Si	6.4746	4.9522	22.6418
Si	1.5445	-7.1852	17.1572
Si	11.0989	8.7502	10.9137
Si	5.3648	1.3661	14.0209
Si	8.1427	4.0142	10.4029
O	8.1331	2.5178	11.036
O	5.6011	-1.7431	13.1562
O	9.8078	1.5225	18.3978
O	3.6577	-6.6842	20.3132
O	-1.3995	8.8995	10.3999
O	0.0736	0.1662	20.5568
O	1.0604	7.9198	9.8386
O	15.0075	2.3469	13.7774
O	17.8855	-1.2665	10.9861
O	12.4972	0.1087	18.243
O	10.9162	6.3861	16.2278
O	10.2863	-2.4035	14.8799
O	7.8648	4.3926	14.3516
O	13.2217	12.1135	12.2206
O	6.763	6.7495	16.9238
O	11.088	11.1322	13.4341
O	12.9177	4.6222	15.8561
O	19.6625	-0.5432	19.4905
O	0.2808	13.0877	22.2722
O	5.8954	0.7861	12.5773
O	5.6603	2.5147	19.3764
O	-1.9859	1.7711	20.8767
O	5.0784	0.0578	14.9875
O	7.9586	5.0291	11.6858
O	12.4963	2.0342	14.6359
O	6.1389	4.1286	21.2982
O	1.7314	4.6862	18.4932
O	0.8761	10.2068	11.0457
O	3.8595	0.7184	19.0632
O	11.326	8.8414	17.3454
O	11.4738	5.4381	11.0993
O	10.8788	12.7216	11.1697
O	3.0069	-2.0304	17.3503
O	6.0454	4.3429	16.3204
O	-2.2587	8.1716	23.2717
O	0.984	16.8154	13.7272
O	10.1469	4.1172	12.975
O	5.7066	5.1094	18.8305
O	9.5785	4.1714	21.8467
O	4.2046	6.3691	17.0834
O	3.473	7.8933	11.0066
O	4.4944	-0.5913	10.8148
O	7.6198	8.4529	20.8155
O	1.8379	2.4163	19.8459
O	8.9381	-2.9174	17.1097
O	-1.1573	6.7345	21.2206
O	-2.3516	-1.9809	12.9092
O	8.9751	0.2147	11.569
O	-0.6755	12.0471	15.8082
O	4.5989	8.3394	15.3506
O	8.3456	2.8771	16.5401
O	2.3143	-3.7027	15.4405
O	-4.7522	10.7706	20.1065
O	9.6432	4.081	9.7498
O	13.4476	2.4261	17.3431
O	2.3179	0.3675	22.1208
O	11.0174	8.0407	12.3758
O	6.4966	2.2325	14.7714
O	-1.8229	6.5114	13.5681
O	-0.0328	3.3987	16.9866
O	11.9883	4.9073	20.9994
O	4.6557	1.454	21.5038
O	6.9905	-1.7898	15.6217
O	12.4953	-0.4195	15.6596
O	6.7964	-1.9412	18.3092
O	12.9053	3.7456	12.6523
H	3.7063	6.9837	11.2592

Results
free energy: -135566.099 eV
free energy less fixed offsets of H -15.97, N -385.13, O -568.88, Si -635.61 eV per atom: 1.451 eV

Forces (eV/angstrom), in the order of the atoms: element, x, y, z
Si	-0.0011	-0.003	0.0157
Si	0.0063	-0.0092	-0.006
Si	0.0007	0.0005	0.0148
Si	-0.001	0.0061	-0.0043
Si	0.0059	-0.0054	0.0041
Si	0.0062	-0.0051	0.0082
Si	-0.003	-0.0002	-0.0074
Si	-0.0038	0.0013	0.005
Si	0.0016	-0.0021	-0.0035
Si	-0.0005	0.003	0.0037
Si	-0.0026	-0.0015	-0.0022
Si	-0.008	0.0002	0.0011
Si	-0.0034	0.0005	0.003
Si	-0.0003	0.0014	0.0002
Si	0.0034	0.0008	0.0056
Si	0.0048	-0.002	-0.005
Si	-0.0017	0.0009	-0.0031
Si	0.001	0.0018	0.0049
Si	-0.0015	-0.0021	0.0054
Si	0.0035	0.0017	-0.0025
Si	-0.0006	-0.001	-0.0036
Si	0.0035	-0.0013	-0.0004
Si	-0.0012	-0.001	-0.0047
Si	0.0007	0.0007	-0.0041
Si	0.0849	0.5394	0.1529
Si	-0.0908	0.0748	-0.2375
Si	-0.3218	-0.5541	0.1342
Si	0.1146	0.1653	-0.3779
Si	0.1569	-0.0829	0.4929
Si	-0.6107	-0.1017	0.0537
Si	-0.1981	0.0079	0.0565
Si	0.5101	0.2272	-0.0562
Si	-0.0186	-0.0725	0.0027
Si	0.0582	0.0308	-0.0697
Si	0.0105	0.0044	0.0446
Si	0.0753	0.0129	-0.0488
Si	-0.0841	-0.1571	-0.0544
Si	-0.0889	0.0021	0.0338
Si	0.0664	-0.0052	-0.0275
Si	0.067	0.0568	0.0485
Si	0.0581	0.0247	-0.0205
Si	-0.0492	-0.0146	-0.026
Si	-0.007	-0.0065	0.0017
Si	-0.0144	0.0643	-0.003
Si	0.0319	0.0212	-0.0378
Si	-0.0342	0.0197	-0.0248
Si	-0.0632	0.0295	-0.0234
Si	0.0002	-0.0363	-0.0005
Si	0.0362	-0.0462	0.0167
Si	0.0051	0.011	-0.0123
Si	-0.0018	-0.027	0.031
Si	0.0039	-0.0034	0.0268
Si	-0.0129	0.0222	-0.0005
Si	0.0432	-0.0298	0.0033
Si	0.0205	0.0292	0.0316
Si	-0.0081	-0.0505	0.0339
Si	-0.1019	-0.0145	-0.0141
Si	-0.0128	-0.0537	0.028
Si	0.1538	0.0976	0.0215
Si	-0.0838	0.0418	-0.0341
Si	-0.0303	0.0011	0.0432
Si	-0.107	-0.0613	-0.0082
Si	0.0325	-0.0238	-0.0051
Si	0.0992	0.154	0.0349
Si	-0.243	-0.1696	-0.1563
Si	0.4053	0.1985	0.1374
Si	0.1037	-0.0495	-0.4359
Si	-0.0149	-0.0212	0.3903
Si	-0.2493	-0.0278	0.3151
Si	0.2267	-0.1891	-0.5285
Si	-0.2237	0.0522	-0.0666
Si	0.3259	-0.0515	0.1528
Si	-0.0036	-0.0027	-0.0022
Si	0	0.0044	0.0023
Si	-0.005	0.0016	-0.0013
Si	-0.0031	-0.0004	0.0067
Si	-0.0009	0.0021	0.0023
Si	0.0012	0.0078	-0.0039
Si	-0.0034	0.0043	0.0013
Si	0.0028	-0.0006	-0.0042
Si	0.0085	0.0045	0.0096
Si	-0.0053	0.0017	-0.0027
Si	-0.0018	0.0026	-0.0043
Si	0.0023	-0.0064	0.0002
Si	0.003	-0.0018	-0.0038
Si	0.0052	-0.0028	0.0041
Si	-0.0092	-0.0067	-0.0017
Si	-0.0013	-0.0054	0.0043
Si	-0.0067	-0.013	-0.0212
Si	0.0058	-0.0039	0.0017
Si	0.0017	-0.0047	0.0058
Si	0.0015	0.0019	-0.0146
Si	0.0006	0.0137	-0.0171
Si	0.0058	-0.0059	-0.0118
Si	0.0066	0.0027	-0.0102
Si	-0.0005	-0.0053	0.0067
O	0.0001	0.0001	-0.0049
O	-0.0004	0.0007	0.0002
O	-0.0101	0.0068	0.0042
O	-0.0039	0.0051	0.006
O	0	-0.0012	0.0008
O	0.0052	-0.0062	-0.0011
O	0.0081	-0.0055	0.0049
O	-0.0082	0.0062	0.0044
O	0.0023	-0.0018	0.0146
O	-0.0013	0.0005	-0.008
O	0.0029	-0.0036	0.0053
N	0.0125	0.0007	0.0152
O	0.0008	0.0042	0.0067
O	-0.0033	-0.0008	-0.0003
O	0.0011	-0.0003	0.0012
O	-0.0008	-0.0076	0.0069
O	-0.0005	-0.0009	-0.0018
O	0.0015	-0.0013	-0.0022
O	0.0009	-0.0015	-0.0053
O	0.0031	-0.0025	-0.0093
O	0.0008	0.001	-0.0101
O	-0.0092	0.0103	-0.0025
O	-0.0037	0.0059	-0.0034
O	-0.0064	0.0061	-0.0005
Si	0.0002	-0.0007	0.0013
Si	-0.0007	0.0002	0.0037
Si	-0.0003	-0.0012	0.0036
Si	0.0001	-0.0006	0.0005
Si	-0.0006	-0.0001	-0.003
Si	0.0003	0.001	-0.004
Si	-0.0016	-0.0012	-0.0038
Si	0.0008	0.001	0.004
Si	0.0004	-0.0002	-0.001
Si	-0.0006	-0.0006	0.0021
Si	0.0013	0.0013	-0.0037
Si	-0.0015	0.0018	0.0002
Si	0.0009	-0.0001	-0.0034
Si	-0.0022	-0.0007	-0.0023
Si	-0.0005	-0.0003	0.0006
Si	0.0001	-0.0001	-0.0006
Si	0	-0.0001	0.0011
Si	-0.0018	-0.0071	-0.0052
Si	-0.0006	-0.0007	0.0021
Si	0	-0.0007	0.0023
Si	-0.0011	0.0006	0.0004
Si	-0.0002	-0.0014	0.0012
Si	-0.0004	0.0002	0.0038
Si	-0.0002	-0.0001	0.0004
Si	-0.0002	-0.0006	0.0028
Si	-0.0006	-0.002	0.003
Si	0.0017	0.002	0.0045
Si	0.0003	0.0004	-0.0011
Si	-0.0008	-0.0015	-0.0009
Si	-0.008	0.0155	-0.0177
Si	0	-0.0012	0.0006
Si	-0.0002	-0.0003	-0.0033
Si	-0.0019	0.0017	0.0028
Si	-0.0002	-0.0002	0.0012
Si	-0.001	-0.0002	-0.0051
Si	0.0001	-0.0006	-0.0019
Si	-0.0009	0	-0.0049
O	0.0013	0.0001	0.0019
O	0.0003	0.0001	0.0009
O	-0.0001	-0.0002	-0.0005
O	-0.0003	-0.0008	-0.0016
O	0.0009	-0.0009	0.0025
O	-0.0003	0	-0.0014
O	-0.0029	-0.0003	0.0046
O	-0.0007	-0.0003	0.0007
O	-0.0009	-0.0011	0.0026
O	0	0.0008	-0.0002
O	0.0001	-0.0009	0
O	-0.0004	0.0001	-0.0009
O	0.0017	0.0015	-0.0004
O	-0.0001	-0.0007	0.0012
O	-0.0005	-0.0002	0.0001
O	-0.0004	-0.0005	0.0003
O	0	0.0003	-0.0001
O	-0.0002	0.0006	-0.0016
O	-0.0014	0.0001	-0.0018
O	0.0003	0.0001	0.002
O	-0.0002	-0.0009	-0.0014
O	0.0003	0.0003	-0.0011
O	-0.0003	-0.0002	0.0006
O	0.0001	-0.0004	0.0036
O	-0.0001	-0.0004	0.0004
O	-0.0012	-0.001	-0.0031
O	-0.0003	-0.0005	0.0003
O	-0.0003	-0.0004	0.0025
O	-0.0003	-0.0002	-0.0007
O	-0.0001	-0.0001	-0.0005
O	0	-0.0018	0.001
O	0.0002	-0.0006	0.0027
O	-0.0001	-0.0006	-0.0008
O	-0.0001	-0.0006	0.0003
O	0.001	-0.001	-0.0054
O	-0.0001	-0.0012	0.0011
O	-0.0006	0	0.0016
O	-0.0005	-0.0005	-0.0016
O	0.0005	-0.0014	0.0003
O	0	-0.0003	-0.0003
O	0.018	-0.1505	0.0643
O	0.0004	0.0003	0.0032
O	-0.0011	0.0006	-0.0026
O	-0.0001	-0.0008	-0.0019
O	0.0003	-0.0005	-0.0005
O	0.0008	-0.0016	-0.0015
O	0.0002	-0.0002	0.0012
O	-0.0007	0.0006	-0.0002
O	0.0003	-0.0006	-0.0001
O	0.0008	0.0007	0.001
O	-0.0001	-0.0005	-0.0002
O	-0.0005	0.0005	0.0013
O	-0.0004	0.0004	-0.0014
O	0.0003	0.0007	0.0014
O	-0.0002	-0.0002	0
O	-0.0015	-0.0001	-0.0006
O	0	-0.0006	0.003
O	0.0003	-0.0002	0.0004
O	0	-0.0004	0.001
O	0.0001	-0.0002	-0.0003
O	-0.0001	-0.0006	-0.001
O	0.0006	-0.0007	-0.0021
O	-0.0005	-0.0001	0
O	-0.0007	0.0003	-0.0005
O	0.0002	0.0004	0.0001
O	0.0001	-0.001	0.0017
H	-0.0094	0.1422	-0.0497

The program warned: the cutoff lies below the one the program advises for these potential files; the forces do not sum to zero within the program's tolerance; the exchange-correlation potential is rough where the density is thin.
